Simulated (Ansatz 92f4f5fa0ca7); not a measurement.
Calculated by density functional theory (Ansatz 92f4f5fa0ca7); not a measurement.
Periodic cell of 215 atoms, Si132O82B1, from a study of silicon, its oxide and their interface. The atomic structure is a simulated model.
Doubt: the cutoff is far below the 930 eV that the study's wrapper takes by default for these files, so forces and energies are approximate.
This geometry differs little from another in the collection (a relaxation step or a small displacement).

Settings: functional PBE; potential files Ansatz PAW; basis plane waves; wave-function cutoff 580 eV; density cutoff ratio 5; exchange-correlation grid ratio 1; k mesh 1 x 1 x 1, Gamma-centred; self-consistency stop 5e-08 eV per atom in the density residual; occupations fixed; spin none; net charge -1 e, with a uniform compensating background and no finite-size correction.

Cell vectors (angstrom)
a, 10.938, 0, 0
b, 0, 10.938, 0
c, 0, 0, 31.5432

Atoms: element, x, y, z (angstrom)
Si, 10.4341, 0.5701, 24.3453
Si, 6.0441, 10.4962, 24.1512
Si, 2.1288, 3.2446, 24.0816
Si, 8.7012, 2.2518, 24.3111
Si, 0.5023, 5.0492, 24.1642
Si, 5.0467, 5.8927, 24.1923
Si, 3.3918, 7.6481, 24.1604
Si, 7.8295, 8.8213, 23.9948
Si, 1.3437, 1.4776, 25.4575
Si, 6.9198, 1.2935, 25.5041
Si, 4.0247, 4.0983, 25.3274
Si, 9.6707, 4.09, 25.4243
Si, 1.4971, 6.81, 25.3724
Si, 6.8957, 6.9417, 25.2413
Si, 4.2322, 9.5255, 25.3494
Si, 9.5248, 9.6371, 25.4416
Si, 2.7812, 0.0029, 26.645
Si, 8.2236, -0.0319, 26.9562
Si, 0.0169, 2.7623, 26.9275
Si, 5.4497, 2.731, 26.6666
Si, 2.7584, 5.4338, 26.8466
Si, 8.2278, 5.5185, 26.6299
Si, 0.0418, 8.2079, 26.6544
Si, 5.5559, 8.1903, 26.8031
Si, 4.1118, 1.3633, 28.0832
Si, 9.5956, 1.365, 28.2314
Si, 1.3923, 4.1131, 28.2321
Si, 6.8389, 4.1284, 28.0326
Si, 4.1576, 6.8167, 28.145
Si, 9.599, 6.8452, 28.0646
Si, 1.3955, 9.5858, 28.0559
Si, 6.8532, 9.5328, 28.2363
Si, 0.0527, -0.0241, 29.5337
Si, 5.4525, 0.0055, 29.5057
Si, 2.7694, 2.7065, 29.5364
Si, 8.1772, 2.7661, 29.4821
Si, -0.0103, 5.4975, 29.5121
Si, 5.5109, 5.4462, 29.5121
Si, 2.7556, 8.2105, 29.4536
Si, 8.2557, 8.1601, 29.5426
Si, 1.3971, 1.3504, 30.9177
Si, 6.8243, 1.3785, 30.8525
Si, 4.133, 4.0854, 30.8967
Si, 9.5529, 4.1135, 30.8575
Si, 1.3814, 6.8604, 30.8443
Si, 6.8713, 6.7992, 30.9091
Si, 4.0928, 9.5706, 30.8611
Si, 9.6116, 9.5476, 30.9066
Si, 2.7529, -0.0337, 0.737
Si, 8.1896, 0.0002, 0.68
Si, -0.0253, 2.7425, 0.6909
Si, 5.486, 2.7075, 0.7268
Si, 2.7242, 5.4798, 0.6831
Si, 8.2234, 5.4282, 0.7487
Si, 0.0437, 8.1773, 0.7316
Si, 5.4718, 8.207, 0.6858
Si, 4.123, 1.3342, 2.0907
Si, 9.5343, 1.3711, 2.0592
Si, 1.3278, 4.1301, 2.0608
Si, 6.8551, 4.048, 2.1062
Si, 4.087, 6.8554, 2.0554
Si, 9.6139, 6.7958, 2.0881
Si, 1.3897, 9.5442, 2.1108
Si, 6.8377, 9.5647, 2.0766
Si, -0.0406, -0.0226, 3.3889
Si, 5.4786, -0.0243, 3.5098
Si, 2.6983, 2.7239, 3.3633
Si, 8.1945, 2.6842, 3.5364
Si, -0.0081, 5.456, 3.55
Si, 5.4653, 5.466, 3.3739
Si, 2.7509, 8.1907, 3.5251
Si, 8.2359, 8.1755, 3.4033
Si, 1.3014, 1.369, 4.6843
Si, 6.8442, 1.2885, 4.9524
Si, 4.0574, 4.1121, 4.6563
Si, 9.5324, 4.0632, 4.9383
Si, 1.3576, 6.8683, 4.9379
Si, 6.8654, 6.7881, 4.71
Si, 4.1217, 9.5617, 4.9269
Si, 9.5867, 9.5403, 4.7805
Si, 2.6317, 0.0546, 6.1271
Si, 8.2289, -0.163, 6.2932
Si, -0.0133, 2.6449, 6.2108
Si, 5.37, 2.7624, 6.0876
Si, 2.7516, 5.4201, 6.159
Si, 8.1313, 5.4596, 6.2472
Si, -0.0145, 8.2684, 6.3008
Si, 5.5944, 8.1475, 6.1682
Si, 3.4528, 1.9757, 7.2176
Si, 10.031, 0.8122, 7.4658
Si, 1.7342, 3.6828, 7.3926
Si, 6.2152, 4.528, 7.3795
Si, 4.6448, 6.3125, 7.2611
Si, 9.2179, 7.1455, 7.5113
Si, 0.9109, 10.152, 7.5329
Si, 7.4411, 8.8486, 7.529
O, 4.5656, 6.6291, 8.8775
O, 1.3035, 4.0416, 8.9448
O, 9.7967, 6.5177, 8.8854
O, 1.3418, 10.1408, 9.1491
O, 6.0549, 4.2152, 9.0066
O, 3.6964, 1.6681, 8.8063
O, 7.0809, 8.97, 9.1482
O, 9.6504, 1.0522, 9.0595
O, 8.2365, 2.5325, 22.7512
O, 10.9997, 5.5372, 22.6391
O, 5.6213, 0.0808, 22.6403
O, 5.2668, 5.4009, 22.6231
O, 2.1447, 2.8085, 22.4722
O, 3.321, 7.8579, 22.5078
O, 8.3771, 8.7362, 22.413
O, -0.1659, 11.2166, 22.7598
Si, 2.097, 2.979, 12.8368
Si, 8.6768, 1.3024, 10.3385
Si, 1.0454, 4.5, 15.3478
Si, 7.6927, 5.6521, 12.0874
Si, 2.4126, 8.1771, 21.1989
Si, 5.4513, 7.7714, 12.4441
Si, 9.2672, 0.4463, 15.4558
Si, 2.9101, -0.046, 16.6286
Si, 10.4731, 1.0912, 12.5471
Si, 7.7532, 2.8299, 21.2395
Si, 9.1234, 8.7797, 14.4227
Si, 1.3344, 4.8836, 10.3679
Si, 4.4766, 9.4858, 19.116
Si, 11.073, 6.0865, 21.107
Si, 6.6092, 10.4627, 14.8125
Si, 5.3795, 0.7246, 21.1727
Si, 2.3513, 9.8156, 10.4081
Si, 0.4232, 10.6296, 21.384
Si, 5.8346, 5.2516, 21.1163
Si, 3.6324, 7.0932, 10.1125
Si, 9.0403, 5.7009, 14.8136
Si, 3.6523, 4.0782, 19.0671
Si, 10.016, 3.6536, 19.3038
Si, 4.2752, 8.6603, 15.3395
Si, 0.446, 1.909, 17.1464
Si, 6.7876, 7.5219, 19.234
Si, 5.2545, 3.6166, 16.7123
Si, 7.7772, 5.0026, 17.4906
Si, 6.633, 9.94, 10.3738
Si, 4.3833, 1.0877, 10.1348
Si, -0.0753, 8.9955, 11.8159
Si, 9.0965, 8.623, 20.9375
Si, 4.5189, 1.6765, 14.5318
Si, 2.4399, 2.0855, 21.0392
Si, 6.3709, 3.3655, 10.3634
Si, 3.4343, 5.9202, 16.7108
B, 9.8944, 6.5635, 10.3633
O, 0.0946, 2.5939, 18.5911
O, 2.9345, 9.6209, 15.563
O, 10.8498, 4.7987, 20.1322
O, 7.5869, 2.4036, 9.8811
O, 10.8444, 5.4868, 10.8109
O, 6.6744, 6.7607, 12.7809
O, 10.3357, 7.9618, 10.7208
O, 7.6533, 9.4659, 13.9747
O, 8.5596, 6.3051, 10.9214
O, 5.3441, 10.4843, 20.0648
O, 2.0566, 3.7949, 11.4173
O, 7.9732, 8.5288, 19.7542
O, 6.1949, 6.727, 20.5384
O, 5.479, 2.715, 15.3778
O, 1.2971, 0.9259, 20.7054
O, 6.0091, 9.0913, 11.6257
O, 4.6309, 4.9973, 16.1063
O, 6.5964, 3.8836, 17.6083
O, 10.4928, 10.6071, 11.7527
O, 5.5566, 0.505, 13.9626
O, 8.003, 5.0961, 15.9012
O, 9.7121, 9.8063, 15.5688
O, -0.413, 5.1653, 15.1889
O, 1.57, 6.8268, 20.7964
O, 1.4976, 0.6276, 17.168
O, 6.5858, 1.7666, 20.8147
O, 1.0161, 1.7432, 12.7771
O, 3.2339, 5.4909, 18.3069
O, 9.5311, 1.9863, 11.5581
O, 1.0235, 3.1195, 16.2246
O, 8.6326, 5.1644, 13.3464
O, 10.2581, 8.572, 13.2821
O, 1.4386, 9.3927, 21.6708
O, 10.0687, 9.9318, 20.611
O, 3.1873, 0.2305, 10.8967
O, 5.1124, 2.3883, 10.8502
O, 1.6733, 4.114, 13.9164
O, 7.8946, 10.8767, 10.8345
O, 9.1221, 4.4616, 18.2153
O, 5.6352, 9.5196, 15.7584
O, 5.5183, 0.0012, 9.7344
O, 3.5578, 2.334, 13.3589
O, 1.9924, 5.6468, 16.0168
O, 9.734, 1.012, 14.0009
O, 4.4079, 6.931, 11.5252
O, 4.744, 4.4821, 20.2013
O, 9.9535, 1.3402, 16.6121
O, 6.7796, 4.3668, 11.579
O, 5.5831, 8.407, 18.5722
O, 9.057, 2.7424, 20.2684
O, 3.5758, 1.1348, 15.7454
O, 4.2151, 3.0732, 17.8841
O, 9.919, 7.2143, 20.8977
O, 3.3735, 8.683, 9.8359
O, 3.9438, 7.4316, 16.377
O, 7.6298, 0.5054, 15.6547
O, 8.9037, 7.3093, 15.0494
O, 3.922, 1.434, 21.1582
O, 1.5757, 9.1397, 11.6855
O, 2.3185, 6.1717, 10.1464
O, 7.3353, 6.4407, 18.1414
O, 7.1993, 4.3609, 21.1396
O, 4.5906, 8.1948, 13.7975
O, 3.3296, 8.6609, 19.949
O, 2.4909, 3.2301, 19.8591
O, 3.737, 10.3685, 17.9549

Results
free energy: -130698.811 eV
free energy less fixed offsets of B -154.04, O -568.88, Si -635.61 eV per atom: 3.909 eV

Forces (eV/angstrom), in the order of the atoms: element, x, y, z
Si, -0.0035, -0.0136, -0.0155
Si, -0.0113, -0.0056, -0.0113
Si, 0.0012, 0.0008, -0.0204
Si, 0.0087, 0.0075, -0.0177
Si, -0.0067, -0.0034, -0.0131
Si, -0.0003, -0.0066, -0.018
Si, 0.0038, 0.0083, -0.0145
Si, -0.0019, 0.0125, -0.0179
Si, -0.0137, -0.0038, -0.0011
Si, 0.0045, -0.0049, 0.0007
Si, 0.0044, 0.0044, -0.0005
Si, -0.0055, -0.0041, 0.0001
Si, 0.0042, -0.0011, -0.0049
Si, -0.0055, -0.0114, 0.0009
Si, 0.0051, -0.0043, -0.0081
Si, 0.0104, 0.0074, -0.003
Si, 0.0066, -0.0022, 0.0536
Si, 0.0047, 0.0089, -0.1558
Si, 0.0048, 0.0093, -0.1523
Si, -0.004, 0.0014, 0.0502
Si, 0.001, 0.0022, -0.101
Si, -0.0025, -0.0014, 0.0518
Si, -0.0135, -0.0128, 0.0527
Si, -0.0053, 0.0018, -0.0798
Si, 0.0034, -0.0154, -0.0215
Si, 0.0095, -0.002, 0.2062
Si, 0.0197, 0.0282, 0.1967
Si, 0.0008, 0.0164, -0.0586
Si, 0.0451, -0.0054, 0.0865
Si, 0.0128, -0.0016, -0.0285
Si, 0.0166, 0.0015, -0.0535
Si, -0.0469, -0.0501, 0.1938
Si, -0.0129, 0.0179, -0.011
Si, 0.0008, 0.0028, -0.0358
Si, -0.0047, 0.0056, -0.0304
Si, 0.0098, -0.0108, -0.0069
Si, -0.0001, -0.0011, -0.0331
Si, -0.0095, 0.0075, -0.0045
Si, -0.0176, 0.0149, 0.0072
Si, -0.0056, 0.0148, -0.0263
Si, -0.0092, 0.0121, 0.0002
Si, 0.0083, -0.0255, 0.0005
Si, -0.0084, 0.0095, 0.0016
Si, 0.0187, -0.0077, 0.0021
Si, 0.009, -0.0185, 0.0013
Si, -0.0062, 0.0077, -0.0006
Si, 0.0214, -0.0064, -0.0021
Si, -0.0152, 0.0004, -0.0006
Si, -0.0075, 0.0075, -0.0077
Si, 0.0077, 0.0111, 0.0031
Si, 0.003, -0.0078, 0.0019
Si, -0.0101, 0.0115, -0.0063
Si, 0.0102, -0.0038, 0.0058
Si, -0.006, 0.0112, -0.0083
Si, -0.0105, 0.0067, -0.0056
Si, -0.0052, -0.0086, 0.007
Si, -0.0025, -0.0022, 0.0236
Si, 0.018, -0.0298, 0.0272
Si, 0.0116, -0.0098, 0.0086
Si, -0.0091, 0.0065, 0.0223
Si, 0.0264, -0.0152, 0.0249
Si, -0.0084, 0.003, 0.0218
Si, 0.0138, -0.0053, 0.0175
Si, -0.005, 0.0031, 0.0016
Si, -0.063, 0.025, -0.1912
Si, 0.0006, -0.0095, 0.0375
Si, -0.0254, -0.0184, -0.2309
Si, -0.0006, -0.0309, 0.0253
Si, -0.0071, 0.0109, 0.0442
Si, -0.0312, 0.0283, -0.2379
Si, 0.0104, -0.002, 0.0202
Si, 0.0366, 0.0125, -0.1318
Si, 0.0187, -0.0084, 0.1552
Si, 0.0028, -0.0014, -0.0543
Si, 0.0247, -0.0034, 0.1605
Si, 0.0073, 0.0334, -0.0468
Si, -0.0221, -0.0047, -0.0436
Si, 0.019, 0.0331, 0.1635
Si, -0.001, 0.0098, -0.0526
Si, -0.0386, -0.0257, 0.1116
Si, 0.0053, 0.044, 0.0296
Si, 0.0089, 0.0053, -0.0261
Si, -0.0257, -0.0315, -0.0041
Si, -0.0374, 0.0171, 0.0249
Si, 0.0166, 0.0181, 0.0047
Si, -0.028, -0.0118, 0.0103
Si, 0.0272, 0.0361, 0.0033
Si, 0.0053, -0.0289, -0.006
Si, 0.0498, -0.0773, 0.0005
Si, -0.0031, 0.0102, 0.0398
Si, 0.0069, 0.0597, 0.0741
Si, 0.0382, -0.0041, 0.0204
Si, -0.0488, 0.0196, 0.0669
Si, 0.0395, -0.0363, 0.0896
Si, 0.0076, -0.0401, 0.0174
Si, -0.0289, 0.0148, 0.0342
O, 0.0164, -0.0095, -0.0342
O, 0.0006, -0.01, -0.0519
O, -0.0155, 0.0184, -0.0647
O, -0.0099, 0.0072, -0.0213
O, -0.0099, 0.0047, -0.0241
O, -0.0116, 0.0193, -0.0034
O, 0.0246, -0.0204, -0.0441
O, 0.0118, -0.0031, -0.0324
O, 0.0017, -0.0047, 0.0188
O, 0.0037, -0.0037, 0.0161
O, 0.0045, -0.0023, 0.0107
O, -0.0011, 0.0022, 0.012
O, 0.0001, 0.0049, 0.0182
O, 0.0047, -0.0037, 0.0115
O, -0.004, -0.0024, 0.0152
O, -0.0001, 0.0045, 0.0072
Si, -0.0033, -0.0097, -0.0268
Si, -0.0101, 0.0047, 0.0202
Si, 0.0018, -0.004, -0.0245
Si, -0.0137, 0.0029, -0.0116
Si, -0.003, -0.0023, -0.0062
Si, -0.0108, -0.0045, -0.0199
Si, -0.0059, -0.0032, -0.0224
Si, -0.0021, 0, -0.0285
Si, 0.0106, 0.0003, -0.0133
Si, -0.0011, 0.001, -0.0171
Si, -0.0094, 0.0118, -0.0236
Si, 0.0023, 0.0011, 0.026
Si, -0.0021, 0.0084, -0.0202
Si, 0.0013, 0.0042, -0.015
Si, 0.0011, 0.001, -0.0214
Si, -0.0024, -0.0034, -0.0136
Si, 0.0155, 0.01, -0.0004
Si, 0.0042, -0.0027, -0.0059
Si, 0.0021, 0.0009, -0.0108
Si, -0.0126, -0.0017, -0.0105
Si, 0.0038, 0.0044, -0.019
Si, -0.0006, 0.0039, -0.0225
Si, 0.0032, -0.006, -0.0181
Si, 0.0023, 0.0048, -0.0234
Si, 0.0016, -0.004, -0.0235
Si, -0.0023, -0.0015, -0.0137
Si, -0.0044, -0.0006, -0.0206
Si, -0.0029, -0.008, -0.0171
Si, -0.0208, 0.0233, 0.0152
Si, -0.0009, -0.0005, 0.0028
Si, 0.0029, 0.0159, -0.0082
Si, 0.0073, -0.0014, -0.0093
Si, -0.0045, -0.003, -0.0259
Si, 0.0017, -0.0058, -0.0122
Si, -0.0095, -0.0146, 0.0064
Si, 0, 0.0048, -0.023
B, -0.0116, 0.0111, 0.0068
O, -0.0031, 0.0053, 0.0121
O, 0.0002, -0.002, 0.0139
O, 0.0021, 0.0033, 0.0084
O, 0.0078, 0.0064, 0.002
O, 0.0038, 0.0067, -0.0086
O, -0.0042, 0.0012, 0.0061
O, -0.0066, -0.02, 0.001
O, 0.0014, -0.0048, 0.0077
O, 0.0147, 0.0078, -0.0002
O, -0.002, 0.0024, 0.006
O, -0.0004, 0.0073, -0.0058
O, 0.0019, -0.0007, 0.0059
O, -0.0014, -0.0039, 0.0048
O, 0.0033, 0.0035, 0.0134
O, 0.0011, -0.0013, 0.0049
O, 0.004, 0.0007, 0.0009
O, 0.0022, -0.0006, 0.01
O, 0.0027, 0.0013, 0.0076
O, 0.0024, -0.0036, 0.0046
O, -0.0019, 0.0005, 0.0125
O, -0.0003, 0, 0.0107
O, 0.0038, -0.0042, 0.0083
O, -0.0029, 0.0044, 0.0132
O, -0.0005, -0.0013, 0.0028
O, -0.0022, 0.0015, 0.0101
O, 0.0016, 0.0015, 0.0044
O, -0.0093, -0.0026, 0.0114
O, 0.0026, -0.003, 0.0138
O, -0.0076, -0.0011, -0.0052
O, -0.0022, 0.0014, 0.0078
O, -0.0029, 0.0002, 0.003
O, 0.0036, -0.0032, 0.0045
O, -0.0016, 0.0018, -0.0058
O, -0.0032, -0.0032, 0.0049
O, -0.0016, -0.0041, -0.0012
O, 0.0012, 0.0045, 0.0014
O, -0.0051, 0.0018, 0.016
O, 0.0012, -0.0034, -0.0021
O, 0.0028, -0.002, 0.0082
O, -0.0024, -0.0015, 0.0078
O, 0.0104, -0.0075, -0.0114
O, 0.0027, -0.0004, 0.0168
O, -0.0008, -0.0022, 0.0067
O, 0.0021, 0.0018, 0.0083
O, 0.0108, -0.001, 0.0007
O, 0.0037, 0.0006, 0.0079
O, 0.0016, 0.001, 0.011
O, 0.007, 0.0057, 0.0039
O, -0.0008, -0.0005, 0.0083
O, -0.0025, 0.0001, 0.0066
O, 0.0016, 0.001, 0.014
O, -0.0004, 0.0016, 0.0107
O, -0.0003, -0.0013, 0.0012
O, -0.0057, -0.0043, 0.0027
O, -0.0006, 0.0004, 0.0103
O, -0.0001, 0.0019, 0.0118
O, 0.0025, -0.0049, 0.0099
O, 0.0054, 0, 0.0027
O, -0.0183, 0.0028, 0.0076
O, 0.0098, -0.0145, 0.0026
O, -0.0014, 0.0057, 0.01
O, 0.0006, -0.004, 0.0024
O, 0.0045, -0.0041, 0.008
O, 0.0006, -0.0023, 0.0047
O, -0.001, -0.0026, 0.0082
O, 0.0055, -0.0078, 0.0175

The program warned: the cutoff lies below the one the program advises for these potential files; the exchange-correlation potential is rough where the density is thin.
